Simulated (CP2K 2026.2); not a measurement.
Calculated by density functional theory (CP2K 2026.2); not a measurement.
Periodic cell of 506 atoms, Si360O144H2, from a study of silicon, its oxide and their interface. The atomic structure is a simulated model.
Doubt: the forces sum to 0.60 eV/angstrom along one axis rather than to zero, so they err by at least 0.0012 eV/angstrom per atom on average; the grid cutoff is modest.

Settings: functional PBE; method Gaussian and plane waves; basis set DZVP-MOLOPT-SR-GTH; pseudopotentials GTH-PBE; grid cutoff 350 Ry, relative cutoff 50 Ry; k points Gamma only; occupations fixed; spin none; net charge 0.

Cell vectors (angstrom)
a	16.32	0	0
b	0	16.32	0
c	5.0345	-3.5642	34.2906

Atoms and the computed forces on them: element, x, y, z (angstrom), force x, y, z (eV/angstrom)
Si	6.932	10.922	34.134	0.311	-0.342	0.251
Si	4.057	1.508	0.173	0.033	-0.016	-0.369
Si	1.667	3.729	0.036	-0.076	0.109	-0.639
Si	3.727	7.233	0.146	0.028	-0.054	-0.267
Si	1.543	9.446	0.113	-0.099	-0.029	-0.31
Si	4.064	12.261	0.355	0.036	0.051	-0.257
Si	7.122	14.548	0.129	-0.096	0.195	-0.315
Si	9.278	1.585	0.111	-0.086	-0.013	-0.321
Si	7.145	3.872	0.05	-0.115	0.04	-0.243
Si	9.811	6.532	0.167	-0.054	0.136	-0.153
Si	6.196	10.005	0.112	0.069	0.114	-0.393
Si	9.453	12.291	0.019	-0.043	-0.039	-0.139
Si	17.386	11.17	34.155	-0.012	-0.028	-0.054
Si	15.06	1.375	0.161	-0.028	-0.032	-0.108
Si	12.036	4.336	0.027	-0.07	0.13	-0.209
Si	14.716	7.147	0.092	0.004	0.001	-0.437
Si	12.486	9.317	0.28	-0.081	0.027	-0.261
Si	14.594	12.493	0.02	0.059	0.032	-0.062
Si	2.848	16.161	1.335	-0.116	0.092	-0.226
Si	5.555	2.75	1.448	0.1	0.138	-0.223
Si	2.661	5.493	1.332	0.03	-0.039	-0.094
Si	5.311	8.312	1.502	-0.047	-0.025	-0.118
Si	2.66	10.898	1.597	0.023	-0.129	-0.256
Si	5.511	13.594	1.567	0.115	0.022	-0.151
Si	8.14	-0.022	1.41	0.02	-0.055	-0.149
Si	10.884	2.752	1.39	-0.109	0.104	-0.189
Si	8.192	5.443	1.458	0.004	-0.023	-0.141
Si	10.908	8.117	1.53	0.049	-0.057	-0.315
Si	8.126	10.837	1.334	-0.2	-0.084	-0.123
Si	10.924	13.559	1.375	0.009	0.087	-0.19
Si	13.489	0.033	1.285	0.081	-0.171	-0.13
Si	16.393	2.738	1.474	-0.005	-0.002	-0.019
Si	13.631	5.467	1.384	-0.058	0.031	-0.199
Si	16.308	8.236	1.441	0.099	-0.003	-0.237
Si	13.614	10.944	1.527	-0.018	0.005	-0.227
Si	16.383	13.6	1.228	-0.188	0.043	-0.247
Si	1.433	1.278	2.727	0.155	-0.121	0.141
Si	4.123	4.156	2.72	-0.137	-0.057	0.086
Si	1.299	6.788	2.79	0.036	-0.002	-0.008
Si	4.019	9.561	2.955	-0.053	-0.043	0.281
Si	1.267	12.278	2.822	-0.085	0.137	0.05
Si	4.156	14.971	2.867	-0.054	0.051	0.084
Si	6.817	1.336	2.831	0.021	-0.052	0.077
Si	9.54	4.085	2.833	0.008	-0.029	0.156
Si	6.773	6.858	2.742	-0.007	0.046	-0.068
Si	9.461	9.484	2.772	0.002	0.094	0.005
Si	6.876	12.204	2.853	0.163	-0.001	0.133
Si	9.567	14.971	2.752	0.035	-0.074	0.075
Si	12.216	1.366	2.743	0.022	0.02	0.075
Si	14.994	4.113	2.772	-0.061	-0.019	0.034
Si	12.291	6.779	2.862	0.055	-0.034	0.149
Si	15.006	9.587	2.848	-0.013	0.086	0.164
Si	12.22	12.25	2.844	-0.101	-0.001	0.136
Si	14.976	15	2.661	0.112	0.002	-0.18
Si	16.338	-0.012	4.132	-0.047	0.044	-0.129
Si	2.775	2.717	4.101	-0.036	0.006	-0.17
Si	16.301	5.449	4.2	0.036	0.025	-0.004
Si	2.66	8.128	4.223	0.081	0.076	-0.052
Si	16.313	10.923	4.258	0.038	-0.041	-0.037
Si	2.721	13.607	4.168	-0.045	0.009	-0.043
Si	5.468	0.024	4.239	-0.034	0.028	-0.005
Si	8.183	2.702	4.195	0.077	0.041	-0.064
Si	5.448	5.488	4.148	-0.08	-0.026	-0.006
Si	8.137	8.15	4.173	0.004	0.021	0.051
Si	5.458	10.906	4.252	0.039	-0.073	-0.086
Si	8.225	13.62	4.19	-0.094	-0.064	-0.13
Si	10.893	0.019	4.158	-0.012	-0.064	-0.014
Si	13.614	2.72	4.109	0.023	-0.026	0.007
Si	10.906	5.429	4.224	0.022	-0.012	-0.092
Si	13.639	8.191	4.202	-0.073	-0.059	-0.094
Si	10.837	10.863	4.164	-0.036	0.102	-0.021
Si	13.637	13.639	4.131	0.002	0.002	-0.096
Si	17.708	-1.354	16.531	0.004	-0.009	0.022
Si	4.107	1.376	16.58	-0.001	-0.025	0.051
Si	17.72	4.09	16.551	-0.034	-0.029	0.065
Si	4.092	6.779	16.564	0.049	0.006	0.051
Si	17.719	9.544	16.485	-0.026	0.004	-0.015
Si	4.114	12.234	16.53	-0.001	-0.021	0.032
Si	6.819	-1.346	16.564	0.012	-0.002	0.025
Si	9.524	1.388	16.544	0.02	-0.012	0.023
Si	6.793	4.095	16.592	-0.013	0.018	0.08
Si	9.503	6.795	16.586	0	0.015	0.071
Si	6.817	9.515	16.553	-0.025	-0.024	0.046
Si	9.507	12.24	16.549	0.021	0.036	0.037
Si	12.283	-1.307	16.522	-0.019	-0.051	0.017
Si	14.965	1.366	16.533	0.039	0.044	0.033
Si	12.227	4.095	16.55	0.001	0.033	0.03
Si	14.96	6.808	16.504	0.008	-0.03	0.016
Si	12.219	9.526	16.537	0.007	0.029	0.056
Si	14.978	12.266	16.518	-0.011	0.011	0.035
Si	2.77	-0.036	17.922	-0.028	0.034	0.062
Si	5.411	2.77	18	0.043	-0.047	-0.023
Si	2.748	5.426	17.978	-0.047	-0.028	0.012
Si	5.46	8.142	17.921	0.03	0.034	0.135
Si	2.741	10.88	17.888	0.034	-0.019	0.133
Si	5.508	13.542	17.92	-0.061	0.095	-0.011
Si	8.14	0.076	17.927	0.043	-0.045	0.091
Si	10.881	2.726	17.94	-0.068	0.004	0.013
Si	8.164	5.419	17.996	-0.073	0.024	0.127
Si	10.832	8.203	17.947	0.066	-0.07	-0.045
Si	8.154	10.872	17.956	-0.01	-0.01	-0.063
Si	10.899	13.648	17.835	0.044	0.009	0.094
Si	13.618	0.044	17.952	0.003	-0.014	-0.033
Si	16.346	2.711	17.888	0.023	-0.012	0.069
Si	13.58	5.482	17.894	0.04	0.036	0.081
Si	16.366	8.17	17.813	-0.129	0.096	-0.014
Si	13.621	10.886	17.865	-0.09	0.038	0.067
Si	16.325	13.637	17.904	0.063	-0.027	0.03
Si	17.709	1.328	19.279	-0.111	-0.08	-0.126
Si	4.05	4.069	19.465	0.038	0.004	-0.029
Si	17.686	6.864	19.227	0.02	0.025	-0.022
Si	4.105	9.517	19.286	-0.033	-0.015	-0.12
Si	17.68	12.241	19.245	-0.027	0.018	-0.129
Si	4.163	-1.424	19.273	-0.067	-0.026	-0.115
Si	6.796	1.439	19.369	0.079	0.013	-0.036
Si	9.521	4.023	19.38	-0.03	-0.007	-0.059
Si	6.781	6.794	19.377	-0.042	-0.03	-0.052
Si	9.477	9.54	19.371	-0.009	-0.061	0.06
Si	6.817	12.196	19.371	-0.084	-0.034	0.081
Si	9.552	-1.307	19.213	0.019	0.061	-0.212
Si	12.245	1.399	19.333	0.038	0.024	-0.007
Si	14.975	4.105	19.212	-0.087	0.005	-0.117
Si	12.201	6.846	19.291	0.038	-0.041	-0.049
Si	14.997	9.484	19.187	0.024	-0.039	-0.126
Si	12.257	12.289	19.202	0.068	0.041	-0.122
Si	15.015	-1.291	19.313	0.01	-0.02	0.007
Si	16.397	0.022	20.742	0.103	0.015	0.48
Si	19.026	2.571	20.75	-0.097	0.127	0.255
Si	16.319	5.509	20.524	-0.052	-0.136	-0.004
Si	19.06	8.142	20.644	0.027	0.076	0.209
Si	16.329	10.827	20.558	0.063	-0.007	0.263
Si	19.093	13.534	20.608	0.041	-0.066	0.232
Si	5.495	-0.046	20.64	0.059	-0.056	0.385
Si	8.146	2.738	20.881	0.016	0.014	0.117
Si	5.408	5.445	20.837	0.078	0.131	0.214
Si	8.121	8.166	20.799	-0.107	-0.073	0.136
Si	5.418	10.818	20.768	-0.083	0.05	0.182
Si	8.266	13.62	20.577	0.128	-0.044	0.163
Si	10.855	0.034	20.662	-0.007	-0.126	0.068
Si	13.629	2.796	20.643	-0.059	0.095	0.053
Si	10.881	5.439	20.674	0.09	0.017	0.156
Si	13.638	8.194	20.605	-0.01	0.023	0.121
Si	10.9	10.966	20.601	0.03	0.118	0.208
Si	13.638	13.642	20.59	-0.047	0.005	0.222
Si	18.031	-1.266	22.015	-0.113	-0.143	0.15
Si	3.856	0.963	21.989	0.611	-0.326	0.143
Si	17.82	2.936	22.772	0.042	0.036	0.173
Si	4.15	6.983	22.171	-0.094	0.042	0.048
Si	17.878	9.687	21.949	-0.087	0.012	0.111
Si	3.757	11.928	22.065	0.171	0.127	0.244
Si	7.132	-1.182	21.901	-0.171	-0.09	0.213
Si	9.303	1.063	22.132	0.05	0.136	0.482
Si	7.034	4.407	22.233	-0.127	-0.054	0.373
Si	9.33	6.561	22.042	0.193	0.154	0.196
Si	6.428	9.178	22.16	0.194	0.137	0.193
Si	9.859	12.598	21.979	-0.034	-0.096	0.297
Si	12.066	-1.524	21.921	-0.048	-0.058	0.315
Si	15.221	1.735	21.97	-0.14	0.074	-0.094
Si	12.518	4.382	22.025	-0.068	-0.046	0.351
Si	14.776	6.586	21.909	-0.166	-0.033	0.468
Si	12.559	9.897	21.832	-0.07	-0.078	0.3
Si	14.807	12.038	21.851	-0.013	-0.068	0.332
Si	6.378	-1.633	24.76	0.133	0.091	0.606
Si	19.155	5.254	24.495	-0.066	-0.03	0.371
Si	20.263	11.483	30.029	-0.103	-0.171	-0.543
Si	19.805	0.816	27.46	-0.115	-0.064	0.272
Si	15.275	3.04	29.137	-0.031	-0.08	-0.402
Si	8.489	-0.514	26.615	0.124	0.005	0.281
Si	18.657	9.324	28.878	-0.066	0.029	-0.206
Si	10.792	-2.518	26.842	-0.028	0.04	0.206
Si	8.031	7.913	26.813	-0.02	0.026	0.295
Si	16.371	7.558	29.218	-0.144	0.267	-0.409
Si	6.394	0.464	28.704	0.203	0.067	-0.225
Si	15.92	12.626	26.876	0.02	-0.303	0.491
Si	14.05	-0.225	23.927	-0.228	0.035	0.559
Si	6.655	-0.8	31.496	0.081	0.242	-0.436
Si	6.17	9.492	30.153	0.076	-0.023	-0.613
Si	9.345	11.658	24.927	0.189	0.128	0.517
Si	5.366	12.703	32.388	-0.172	0.102	-0.417
Si	11.509	5.375	31.445	-0.184	0.072	-0.546
Si	18.931	11.834	27.44	-0.018	-0.138	0.056
Si	13.636	0.386	29.26	0.142	-0.076	-0.234
Si	15.822	6.954	32.146	0.231	-0.023	-0.439
Si	9.623	-1.778	31.444	0.078	-0.046	-0.469
Si	11.7	4.118	25.059	0.262	0.191	0.54
Si	5.646	3.898	25.149	0.113	0.103	0.495
Si	11.351	0.804	31.363	0.058	-0.194	-0.574
Si	4.519	7.232	29.209	-0.034	0.099	-0.466
Si	11.637	9.566	24.784	0.126	0.146	0.564
Si	16.868	6.269	26.395	-0.364	-0.191	0.446
Si	9.118	9.627	29.202	0.101	0.11	-0.165
Si	10.647	12.307	29.504	-0.113	-0.135	-0.282
Si	20.247	2.548	31.436	-0.097	0.074	-0.694
Si	4.738	1.139	24.909	0.027	-0.189	0.424
Si	10.217	1.521	25.195	-0.15	-0.21	0.672
Si	4.604	12.288	25.107	-0.061	-0.242	0.557
Si	12.579	-0.298	26.364	-0.162	-0.222	0.614
Si	14.173	4.308	31.695	0.12	-0.203	-0.59
Si	14.33	10.024	25.851	-0.023	0.05	0.604
Si	15.402	-2.175	29.368	-0.145	0.318	-0.288
Si	13.639	7.773	27.99	-0.105	-0.038	0.005
Si	9.456	3.199	31.504	-0.083	0.056	-0.618
Si	6.739	3.152	29.92	0.148	0.055	-0.421
Si	5.005	7.533	32.115	0.115	-0.094	-0.41
Si	15.353	12.437	32.034	-0.059	0.147	-0.369
Si	12.6	10.929	31.547	-0.4	0.001	-0.713
Si	16.137	13.798	23.985	0.055	-0.174	0.474
Si	16.15	8.297	24.186	-0.123	0.068	0.451
Si	18.015	-0.524	29.397	-0.133	-0.026	-0.492
Si	6.791	10.169	25.135	-0.164	-0.021	0.644
Si	18.166	2.452	29.318	-0.105	0.072	-0.277
Si	10.398	6.984	24.957	-0.039	-0.038	0.548
Si	6.358	5.462	27.783	-0.041	0.121	0.143
Si	14.148	4.926	26.843	-0.028	0.141	0.209
Si	18.997	-0.281	32.093	-0.096	-0.073	-0.396
Si	11.684	8.317	30.191	-0.137	0.165	-0.449
Si	1.366	14.966	5.544	-0.004	0.015	-0.053
Si	4.092	1.397	5.56	0.028	0.008	-0.029
Si	1.385	4.06	5.507	-0.013	-0.012	-0.051
Si	4.075	6.799	5.565	0.001	0.004	-0.04
Si	1.355	9.532	5.592	-0.041	-0.023	0.02
Si	4.077	12.27	5.576	0.012	-0.008	0.028
Si	6.836	14.96	5.566	0.044	0.012	-0.026
Si	9.544	1.356	5.566	-0.031	-0.002	-0.034
Si	6.806	4.098	5.527	0.01	-0.002	-0.059
Si	9.522	6.809	5.553	0.017	-0.036	-0.025
Si	6.812	9.513	5.584	-0.044	0.018	-0.029
Si	9.544	12.246	5.575	0.001	-0.011	-0.035
Si	12.273	14.983	5.525	0.008	0.045	-0.036
Si	14.975	1.367	5.506	0.045	-0.008	-0.064
Si	12.278	4.053	5.551	-0.056	0.045	-0.027
Si	14.97	6.818	5.584	0.017	0.016	-0.032
Si	12.233	9.535	5.546	-0.001	-0.034	-0.027
Si	14.942	12.288	5.578	-0.009	-0.021	-0.027
Si	2.725	0.019	6.912	-0.023	0.022	0.016
Si	5.457	2.747	6.925	-0.031	-0.006	0.005
Si	2.72	5.421	6.917	0.036	-0.003	0
Si	5.438	8.158	6.941	0	0.012	0
Si	2.729	10.893	6.947	0.05	-0.037	-0.008
Si	5.456	13.619	6.937	-0.04	0.009	0.008
Si	8.183	0.004	6.939	0.002	-0.009	0.028
Si	10.904	2.717	6.93	0.029	-0.015	0.023
Si	8.164	5.444	6.92	0.018	0	-0.002
Si	10.886	8.168	6.927	0	0.019	-0.012
Si	8.175	10.886	6.941	-0.01	0.025	0.008
Si	10.916	13.621	6.919	-0.002	-0.05	-0.008
Si	13.621	0.023	6.907	-0.012	-0.017	0.001
Si	16.335	2.72	6.896	-0.001	0.013	-0.016
Si	13.613	5.435	6.93	-0.005	0.01	0.015
Si	16.322	8.172	6.96	-0.007	0.021	0.025
Si	13.588	10.901	6.929	-0.025	0.031	0
Si	16.328	13.624	6.937	0.024	-0.012	0.022
Si	1.366	1.371	8.291	0.006	-0.011	-0.002
Si	4.089	4.086	8.304	-0.008	-0.002	0.007
Si	1.371	6.793	8.302	0.002	0.029	0.002
Si	4.089	9.527	8.314	-0.002	0.016	0.011
Si	1.365	12.256	8.309	-0.015	0.004	0
Si	4.09	14.986	8.295	0.03	-0.012	0.002
Si	6.815	1.375	8.294	0.021	0.009	0.003
Si	9.534	4.085	8.291	-0.006	-0.002	-0.004
Si	6.807	6.799	8.303	-0.016	-0.003	0.004
Si	9.535	9.528	8.309	0.01	0.013	0.004
Si	6.811	12.25	8.308	-0.014	-0.034	-0.001
Si	9.547	14.967	8.305	-0.012	0.015	-0.005
Si	12.262	1.365	8.303	-0.004	0.011	0.006
Si	14.984	4.08	8.291	0	0.017	0.002
Si	12.247	6.802	8.297	-0.019	-0.012	-0.003
Si	14.953	9.54	8.309	0.005	-0.038	-0.003
Si	12.248	12.259	8.313	0.011	0.002	0.007
Si	14.97	14.987	8.301	0.009	-0.003	0.002
Si	16.333	0.019	9.676	-0.008	0.003	-0.004
Si	2.729	2.724	9.673	0.003	0.003	-0.004
Si	16.331	5.44	9.679	0.006	-0.004	0.003
Si	2.728	8.158	9.678	0.008	-0.009	-0.001
Si	16.323	10.893	9.68	0.002	0.002	0.004
Si	2.736	13.618	9.672	-0.004	-0.007	-0.003
Si	5.454	0.018	9.672	-0.026	0.006	0.007
Si	8.175	2.73	9.671	-0.001	-0.007	0
Si	5.448	5.443	9.678	-0.005	0.005	0.004
Si	8.169	8.164	9.672	0.007	0.009	0
Si	5.453	10.889	9.68	0.003	0.003	0.009
Si	8.178	13.61	9.677	0.003	-0.006	0
Si	10.899	0.012	9.68	0.012	-0.014	0.003
Si	13.619	2.73	9.673	-0.005	-0.01	-0.002
Si	10.887	5.446	9.671	0.007	0.015	0.003
Si	13.601	8.166	9.677	0.001	0.026	0.001
Si	10.889	10.894	9.682	-0.009	0.002	0.004
Si	13.614	13.622	9.678	0.003	-0.011	-0.007
Si	17.699	14.98	11.044	-0.008	-0.007	-0.005
Si	4.093	1.371	11.05	0	-0.005	0.006
Si	17.694	4.083	11.053	-0.001	0.01	-0.002
Si	4.092	6.802	11.052	0.006	0.01	0.005
Si	17.688	9.525	11.047	-0.012	-0.005	-0.001
Si	4.095	12.254	11.049	0.003	-0.004	0.002
Si	6.816	14.976	11.048	0.005	-0.003	-0.003
Si	9.532	1.373	11.05	0.002	0.002	0.002
Si	6.811	4.085	11.048	0	-0.003	0.005
Si	9.525	6.804	11.046	-0.004	0.004	0
Si	6.814	9.525	11.048	-0.007	0.007	0.001
Si	9.53	12.25	11.057	0.002	-0.013	0
Si	12.254	14.975	11.057	-0.006	-0.003	-0.002
Si	14.976	1.375	11.053	0.009	-0.004	-0.004
Si	12.25	4.09	11.046	-0.002	0.007	-0.001
Si	14.967	6.805	11.05	-0.001	0.009	-0.003
Si	12.245	9.529	11.053	0.001	-0.004	-0.002
Si	14.969	12.258	11.052	0.008	0.003	0.001
Si	2.737	0.013	12.427	0.002	-0.015	0
Si	5.456	2.726	12.426	-0.012	0.007	-0.002
Si	2.737	5.439	12.427	-0.009	0.007	-0.001
Si	5.459	8.159	12.418	-0.009	0.01	0
Si	2.739	10.882	12.417	-0.02	0.008	-0.002
Si	5.456	13.616	12.424	0.002	-0.012	-0.001
Si	8.173	0.016	12.43	-0.004	0.007	0.004
Si	10.882	2.741	12.425	0.019	-0.017	-0.005
Si	8.164	5.448	12.423	0.012	0.001	0.002
Si	10.881	8.166	12.421	-0.003	0.012	-0.003
Si	8.169	10.886	12.427	0.004	0	0.006
Si	10.889	13.616	12.427	0.003	0.001	-0.006
Si	13.612	0.021	12.425	0.003	-0.006	-0.005
Si	16.336	2.727	12.431	-0.012	-0.005	-0.003
Si	13.606	5.447	12.428	-0.004	0.006	-0.001
Si	16.327	8.166	12.426	0.007	-0.001	-0.005
Si	13.603	10.897	12.423	0.017	-0.011	-0.003
Si	16.341	13.617	12.413	0.003	0.01	-0.012
Si	17.701	1.373	13.805	-0.01	0.008	0.004
Si	4.101	4.083	13.805	0.002	-0.013	0.004
Si	17.695	6.802	13.793	-0.006	0.002	-0.011
Si	4.104	9.516	13.788	0.03	-0.011	-0.006
Si	17.705	12.257	13.779	-0.008	-0.02	-0.009
Si	4.102	-1.342	13.803	-0.027	0.014	-0.003
Si	6.812	1.374	13.811	0.022	-0.025	0.004
Si	9.515	4.095	13.806	-0.023	0.033	-0.001
Si	6.809	6.802	13.804	-0.006	0.011	0.007
Si	9.52	9.517	13.801	0.02	-0.001	0
Si	6.813	12.251	13.798	-0.013	0.009	-0.007
Si	9.534	-1.344	13.804	0.024	-0.034	-0.005
Si	12.247	1.385	13.792	-0.011	0.002	-0.006
Si	14.972	4.085	13.801	0.016	-0.001	-0.006
Si	12.232	6.803	13.797	0.024	0.007	-0.005
Si	14.963	9.534	13.792	-0.029	0.02	-0.008
Si	12.243	12.255	13.802	-0.013	0.013	0
Si	14.983	-1.342	13.783	0.011	-0.02	-0.004
Si	16.338	0.009	15.168	-0.014	-0.016	-0.001
Si	2.751	2.722	15.185	-0.006	0.009	-0.02
Si	16.343	5.438	15.168	-0.032	0.011	0.003
Si	2.753	8.147	15.161	-0.034	0.005	0.001
Si	16.338	10.905	15.142	0.034	0.021	0.001
Si	2.749	13.603	15.163	-0.003	0.01	0.003
Si	5.456	0.015	15.192	-0.01	-0.017	0
Si	8.153	2.747	15.193	0.014	-0.021	-0.024
Si	5.456	5.44	15.185	-0.004	0.017	-0.019
Si	8.169	8.152	15.185	-0.005	0.005	-0.02
Si	5.465	10.871	15.164	-0.026	0.007	-0.007
Si	8.168	13.616	15.175	0.012	0.009	0.003
Si	10.89	0.033	15.167	0.008	0.006	-0.004
Si	13.6	2.738	15.176	0.01	-0.004	-0.001
Si	10.866	5.456	15.184	0.019	-0.021	0.01
Si	13.589	8.174	15.156	0.012	-0.006	0.003
Si	10.87	10.891	15.166	0.017	-0.019	-0.004
Si	13.618	13.628	15.152	0.01	0.003	-0.002
O	14.888	-2.688	33.031	-0.057	0.26	0.145
O	12.798	10.462	25.51	-0.153	-0.066	-0.259
O	6.892	8.82	26.064	-0.209	0.307	-0.305
O	10.984	5.538	25.346	-0.155	-0.014	0.016
O	6.387	4.708	26.354	0.092	-0.119	-0.441
O	10.143	7.138	23.36	-0.07	0.079	-0.519
O	12.651	-0.753	23.269	0.125	0.102	-0.235
O	11.652	1.036	32.947	-0.06	0.05	0.509
O	14.084	3.61	33.15	-0.16	-0.057	0.457
O	7.035	9.821	23.564	0.004	-0.341	-0.511
O	5.57	13.521	25.56	-0.018	-0.021	-0.232
O	10.137	8.792	30.137	-0.034	-0.22	0.371
O	6.006	-0.27	30.095	0.042	-0.023	0.459
O	15.938	1.889	33.82	-0.008	0.053	0.486
O	14.804	1.485	28.937	-0.03	0.064	0.148
O	8.103	9.742	33.756	-0.201	0.233	0.664
O	15.068	8.263	32.798	-0.048	0.138	0.481
O	11.925	9.304	23.218	-0.21	0.024	-0.19
O	4.519	6.716	30.766	0.029	0.165	0.578
O	9.524	3.037	33.118	0.108	-0.227	0.21
O	19.588	12.331	26.05	-0.033	0.184	-0.254
O	14.459	1.231	23.348	0.169	-0.076	-0.347
O	6.306	0.293	32.683	0.111	0.049	0.54
O	6.537	-2.034	23.196	0.083	-0.116	-0.415
O	5.593	-0.224	24.875	0.134	0.265	-0.311
O	14.692	5.832	31.861	-0.058	0.195	0.291
O	10.829	-0.726	31.135	0.174	-0.086	0
O	8.168	-0.068	22.588	-0.104	0.128	-0.408
O	8.903	8.881	27.785	0.221	-0.065	-0.26
O	10.118	4.626	31.027	-0.081	-0.019	0.267
O	15.562	12.455	23.271	0.163	0.052	-0.314
O	11.702	11.364	32.855	-0.05	0.239	0.352
O	16.75	-1.388	28.93	0.031	-0.047	-0.075
O	5.613	2.332	25.6	0.207	0.065	0.021
O	14.252	8.831	26.946	-0.034	0.198	-0.333
O	19.719	0.867	25.833	0.006	0.179	-0.439
O	10.655	3.019	25.669	-0.105	0.101	-0.282
O	8.25	-0.94	31.224	-0.147	-0.022	-0.168
O	5.037	0.655	27.86	-0.202	0.267	-0.066
O	10.223	10.302	25.011	-0.083	-0.013	0.137
O	12.748	0.164	27.911	0.077	-0.014	-0.106
O	20.417	12.308	31.414	0.138	-0.031	0.323
O	17.599	-2.11	23.394	0.193	0.247	-0.205
O	9.951	1.528	23.591	-0.301	0.173	-0.744
O	7.846	-1.445	25.449	-0.325	-0.308	-0.286
O	11.943	11.752	30.294	0.231	-0.25	0.182
O	8.204	5.511	22.668	-0.069	-0.109	-0.43
O	14.982	13.31	28.027	0.161	0.167	0.022
O	10.255	1.916	30.867	-0.169	-0.089	0.079
O	20.051	8.018	32.993	-0.035	0.291	0.356
O	9.697	11.116	28.932	-0.104	-0.093	-0.043
O	7.899	-0.952	34.174	0.071	0.076	0.4
O	6.487	11.531	32.641	0.129	0.012	0.213
O	21.085	-3.403	33.886	-0.001	0.015	0.159
O	16.634	11.681	32.742	0.052	-0.138	0.379
O	8.916	0.961	26.039	0.174	0.068	-0.061
O	16.691	7.149	30.759	-0.215	0.126	0.675
O	14.404	3.999	28.158	0.007	-0.044	0.088
O	10.145	7.633	33.829	0.205	-0.313	0.603
O	11.004	13.67	22.548	0.011	-0.057	-0.494
O	19.738	-1.299	33.105	-0.026	-0.365	0.163
O	15.464	7.12	23.309	0.193	-0.274	-0.222
O	11.504	8.085	25.462	-0.113	-0.113	-0.18
O	10.096	12.809	25.784	-0.346	-0.309	-0.2
O	5.662	8.393	29.049	-0.046	-0.019	0.22
O	7.401	6.703	27.696	-0.124	0.192	-0.015
O	16.143	13.598	25.598	0.179	0.201	-0.627
O	12.516	9.33	31.164	0.122	0.114	0.44
O	19.001	-0.462	28.091	0.008	0.076	0.279
O	6.426	4.017	23.731	0.27	-0.188	-0.572
O	19.204	10.22	30.147	0.214	-0.043	0.42
O	19.392	7.872	28.816	-0.105	-0.016	-0.062
O	19.962	0.948	31.62	-0.13	-0.055	0.307
O	11.925	3.811	23.474	0.198	0.011	-0.543
O	19.188	2.211	28.059	-0.029	-0.049	-0.113
O	12.165	-1.877	26.252	0.348	0.106	-0.49
O	9.783	-1.294	27.218	-0.127	0.043	-0.004
O	15.123	3.449	30.699	0.135	-0.057	0.321
O	5.285	8.086	22.701	0.198	0.192	-0.054
O	18.651	-1.164	30.75	-0.028	0.053	0.628
O	5.288	2.873	30.596	-0.446	-0.265	0.358
O	7.432	-0.416	27.835	-0.156	-0.199	0.188
O	14.746	7.641	29.18	0.088	-0.001	0.157
O	19.752	12.4	28.76	0.242	-0.004	0.086
O	15.053	9.45	24.522	0.282	-0.21	-0.471
O	15.594	5.253	26.137	0.071	0.243	-0.13
O	16.9	6.556	28.022	0.005	-0.191	-0.014
O	6.056	-2.269	31.82	-0.288	-0.398	-0.061
O	13.585	11.066	22.406	0.031	-0.088	-0.581
O	13.146	4.122	25.844	-0.177	-0.281	-0.387
O	18.541	10.054	33.684	0.251	-0.119	0.513
O	12.275	8.341	28.661	-0.018	-0.099	-0.175
O	7.748	9.745	30.039	-0.248	-0.065	0.25
O	11.664	5.621	33.041	-0.042	0.123	0.408
O	17.355	8.981	23.349	0.165	-0.188	-0.427
O	5.328	10.846	25.39	0.048	0.021	-0.341
O	9.735	-3.017	30.397	-0.218	0.316	0.469
O	9.137	12.072	23.37	-0.136	0.222	-0.355
O	11.458	0.575	25.607	0.084	-0.062	-0.188
O	17.582	1.001	29.786	-0.088	-0.077	0.28
O	4.125	4.448	25.047	-0.383	0.08	-0.297
O	19.678	6.508	23.569	0.248	-0.021	-0.313
O	7.901	11.287	25.586	0.136	0.061	-0.254
O	5.445	10.897	29.749	0.226	0.113	0.092
O	14.157	11.368	31.734	0.317	-0.038	-0.02
O	11.234	13.069	28.208	0.11	-0.207	-0.03
O	7.683	4.786	33.802	0.065	-0.053	0.376
O	5.969	6.59	33.026	-0.135	0.043	0.169
O	7.096	1.908	28.933	0.038	0.08	0.07
O	15.195	-1.285	23.541	0.04	0.178	-0.154
O	15.726	-3.174	30.604	-0.114	-0.451	0.482
O	9.692	-2.409	32.948	-0.124	-0.07	0.583
O	8.989	7.222	25.716	-0.063	-0.197	-0.321
O	5.797	8.885	31.62	0.078	-0.138	0.483
O	18.261	5.649	25.822	0.173	-0.123	-0.532
O	16.662	7.68	25.608	0.173	0.448	-0.236
O	16.864	3.274	28.784	0.172	0.212	0.234
O	18.574	4.654	33.908	0.146	-0.179	0.496
O	18.981	3.156	30.551	0.142	0.012	0.207
O	16.899	6.463	33.236	0.007	0.178	0.394
O	13.972	-0.102	25.557	-0.001	-0.036	-0.654
O	13.411	6.317	27.298	0.033	-0.001	-0.126
O	17.65	0.256	32.846	0.023	-0.231	0.167
O	14.265	-1.057	29.722	-0.073	-0.092	0.37
O	13.27	-0.825	33.793	0.172	-0.047	0.346
O	7.902	3.232	31.039	-0.066	0.022	0.296
O	6.783	4.512	29.031	0.122	0.054	0.149
O	13.625	5.529	22.493	0.098	0.113	-0.478
O	16.188	2.986	22.498	-0.087	-0.29	-0.215
O	19.225	-0.269	22.6	-0.19	0.193	-0.354
O	20.413	3.181	32.91	-0.121	0.313	0.802
O	18.916	10.841	22.529	0.127	-0.103	-0.232
O	11.696	6.783	30.674	0.163	-0.317	0.343
O	4.86	6.049	28.142	-0.038	-0.008	0.002
O	17.059	9.032	28.982	0.087	0.126	-0.006
O	13.288	9.829	34.033	0.046	0.049	0.146
O	18.963	10.188	27.52	0.125	0.018	-0.041
O	4.265	12.497	23.536	-0.101	0.16	-0.554
O	12.693	0.962	30.445	-0.003	0.23	0.303
O	12.702	4.358	30.998	0.109	-0.219	0.221
O	15.176	11.255	26.455	0.053	0.012	-0.085
O	17.385	12.315	27.524	-0.045	0.135	-0.026
O	4.412	1.661	23.402	-0.173	-0.093	-0.548
H	18.067	1.792	23.697	-0.059	0.145	-0.198
O	18.244	4.317	23.529	-0.085	0.192	0.013
H	17.314	4.688	21.259	0.033	0.166	-0.094

Results
total energy: -101690.222 eV
total energy less fixed offsets of H -15.91, O -438.35, Si -107.03 eV per atom: -5.202 eV
